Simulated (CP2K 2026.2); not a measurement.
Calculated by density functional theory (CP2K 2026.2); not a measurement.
Periodic cell of 432 atoms, Si324O108, from a study of silicon, its oxide and their interface. The atomic structure is a simulated model.
Doubt: the forces sum to 0.34 eV/angstrom along one axis rather than to zero, so they err by at least 0.0008 eV/angstrom per atom on average; the grid cutoff is modest.

Settings
functional: PBE
method: Gaussian and plane waves
basis set: DZVP-MOLOPT-SR-GTH
pseudopotentials: GTH-PBE
grid cutoff: 300 Ry, relative cutoff 40 Ry
k points: Gamma only
occupations: fixed
spin: none
net charge: 0

Cell vectors (angstrom)
a	16.32	0	0
b	0	16.32	0
c	5.8037	-7.9336	29.5465

Atoms: element, x, y, z (angstrom)
Si	1.6514	-1.6183	0.0834
Si	4.0339	1.4084	0.4911
Si	1.9073	3.5791	-0.0245
Si	4.3564	6.4647	0.0555
Si	1.164	-6.6593	-0.0247
Si	3.7948	-3.8419	0.2224
Si	6.1883	-0.7736	-0.1432
Si	9.7905	1.1383	0.0964
Si	6.5544	4.2667	0.1688
Si	9.4539	7.2097	0.005
Si	7.0206	9.1627	0.1182
Si	-6.4886	-4.2855	-0.0263
Si	-4.3262	-1.1588	0.0373
Si	-1.7102	1.7226	0.0398
Si	-4.0422	3.8493	0.0418
Si	-1.3483	6.616	-0.0093
Si	-4.1813	-6.4178	0.1136
Si	-1.0587	-4.4252	0.0545
Si	2.6355	-0.0643	1.5605
Si	5.4575	2.8135	1.6379
Si	2.7893	5.3073	1.3567
Si	5.4586	8.0467	1.4149
Si	2.6477	-5.4831	1.4031
Si	5.393	-2.5504	1.2984
Si	8.0224	0.0529	1.193
Si	-5.4482	2.6775	1.4695
Si	8.2632	5.4866	1.245
Si	-5.3646	8.2928	1.3996
Si	8.1634	-5.4125	1.2498
Si	-5.4336	-2.7302	1.3625
Si	-2.7273	0.0176	1.3152
Si	0.04	2.7382	1.2436
Si	-2.8137	5.4141	1.3328
Si	-0.0239	8.0991	1.2882
Si	-2.6432	-5.3866	1.4834
Si	0.0348	-2.7699	1.3307
Si	1.2361	1.3554	2.7585
Si	4.0583	4.1191	2.9179
Si	1.38	6.7458	2.6291
Si	4.0859	9.4865	2.6838
Si	1.325	-4.12	2.7823
Si	4.0796	-1.3611	2.8426
Si	6.8611	1.3715	2.7807
Si	9.5127	4.113	2.7042
Si	6.8778	6.751	2.7465
Si	9.5219	-6.7092	2.7255
Si	6.7924	-4.0073	2.5792
Si	-6.9093	-1.3543	2.606
Si	-4.062	1.3183	2.7707
Si	-1.3259	4.1018	2.6475
Si	-4.0935	6.8165	2.7127
Si	-1.3501	-6.8774	2.742
Si	-4.0434	-4.0144	2.7712
Si	-1.3494	-1.363	2.6492
Si	-0.0577	-0.0244	4.1048
Si	2.6549	2.6921	4.1271
Si	0.0035	5.4473	4.0477
Si	2.7222	8.1244	4.0333
Si	-0.0255	-5.485	4.114
Si	2.7153	-2.7665	4.1307
Si	5.4595	0.0251	4.1298
Si	8.1988	2.7465	4.1108
Si	5.4877	5.4686	4.1681
Si	8.1893	-8.1312	4.0744
Si	5.4499	-5.4091	3.9842
Si	8.1333	-2.7156	4.0324
Si	-5.5004	-0.031	4.0362
Si	-2.6744	2.7213	4.0536
Si	-5.4447	5.4564	4.0701
Si	-2.7266	8.1291	4.1009
Si	-5.4234	-5.3957	4.0939
Si	-2.6947	-2.6653	4.0919
Si	1.3564	-1.3452	16.3484
Si	4.0771	1.3862	16.379
Si	1.3488	4.0474	16.3293
Si	4.0471	6.77	16.2758
Si	1.3806	-6.7804	16.3522
Si	4.0507	-4.0916	16.3214
Si	6.7442	-1.3799	16.3236
Si	-6.7887	1.367	16.3063
Si	6.7828	4.0644	16.3664
Si	-6.8216	6.7557	16.2704
Si	6.8253	-6.7574	16.2697
Si	-6.7797	-4.0633	16.3043
Si	-4.0787	-1.3524	16.3816
Si	-1.385	1.3073	16.3246
Si	-4.0326	4.0867	16.2522
Si	-1.3077	6.8629	16.2505
Si	-4.0969	9.4997	16.2965
Si	-1.3447	-4.068	16.3136
Si	2.6837	0.0437	17.7257
Si	5.4222	2.7409	17.785
Si	2.7014	5.4184	17.6828
Si	5.4351	8.1727	17.5317
Si	2.711	-5.4046	17.7468
Si	5.3778	-2.7536	17.7017
Si	8.1063	0.0168	17.6198
Si	-5.3429	2.7075	17.6183
Si	8.178	5.4192	17.6916
Si	-5.4757	8.0967	17.6181
Si	8.1944	-5.4108	17.6595
Si	-5.4657	-2.7125	17.7186
Si	-2.704	-0.0196	17.7763
Si	-0.0347	2.6583	17.6643
Si	-2.6793	5.5177	17.5448
Si	0.0444	-8.1685	17.6914
Si	-2.723	-5.4443	17.6211
Si	0.0219	-2.7293	17.7097
Si	1.2678	1.3346	19.1322
Si	4.0125	4.0948	19.1369
Si	1.3618	6.7716	19.0867
Si	4.1228	-6.8326	18.9596
Si	1.3783	-4.0264	19.1616
Si	4.0076	-1.3664	19.0563
Si	6.8153	1.3455	19.0846
Si	-6.6715	4.0721	18.9685
Si	6.7528	6.8408	18.9187
Si	-6.8271	9.445	18.9797
Si	6.8128	-4.08	19.0369
Si	9.4358	-1.3272	19.0014
Si	-4.0386	1.3906	19.1161
Si	-1.3563	4.1566	18.8781
Si	-4.04	6.7979	18.9528
Si	-1.3126	-6.7652	18.9722
Si	-4.0923	-4.1165	19.019
Si	-1.349	-1.4313	19.1213
Si	0.1506	-0.2625	20.5156
Si	2.37	2.9471	20.4318
Si	0.1601	5.1726	20.3568
Si	2.9855	7.9506	20.3086
Si	-0.2255	-5.2329	20.3831
Si	2.4822	-2.4108	20.5379
Si	5.5775	-0.2335	20.3434
Si	8.5433	2.4688	20.2367
Si	5.1945	5.7845	20.2885
Si	7.8573	8.3554	20.3046
Si	5.6955	-5.714	20.2813
Si	7.8322	-2.4175	20.3585
Si	-5.682	0.1918	20.3123
Si	-2.8802	3.115	20.2719
Si	-5.1393	5.2548	20.3283
Si	-2.8725	-7.9348	20.2204
Si	-5.1858	-5.792	20.2263
Si	-2.4908	-3.0727	20.3748
Si	-4.4291	-1.8495	22.4831
Si	-0.3935	3.384	-4.2613
Si	3.4128	-8.0789	-5.1878
Si	0.552	5.2595	-2.0283
Si	1.8224	-5.7134	-5.0871
Si	7.5913	3.606	-2.5763
Si	2.6434	2.8717	-4.7427
Si	-1.4173	-3.5217	-2.809
Si	3.9227	-4.3355	22.5615
Si	-4.0212	0.4115	24.048
Si	-7.9409	-4.2394	-2.594
Si	-2.7425	-7.8823	-2.2001
Si	-1.4307	0.8433	-2.8755
Si	-1.6891	1.4542	22.4872
Si	-0.8721	-6.2538	-4.1281
Si	5.8716	-0.4218	-3.1002
Si	-1.5943	6.6715	22.5407
Si	6.5559	3.8415	22.0648
Si	3.412	-1.713	-4.0488
Si	-5.4597	7.2268	-2.8801
Si	1.6671	-6.5203	22.5306
Si	0.6544	-1.344	-2.787
Si	-6.6324	1.8572	-2.9757
Si	2.4768	7.7222	-2.1734
Si	-6.5814	7.1393	22.4505
Si	-5.9945	-6.2828	23
Si	-7.4409	-6.9309	-4.1174
Si	-3.4993	-1.3418	-2.9607
Si	-5.8322	4.4662	-2.5727
Si	7.0432	-2.7024	-4.875
Si	5.3789	2.4668	-3.8552
Si	-5.5335	-0.3111	-4.8387
Si	4.531	-4.3275	-4.18
Si	4.4007	1.736	22.299
Si	-7.134	-2.6196	23.1298
Si	5.6998	-5.3343	-1.7989
Si	1.3463	-1.3718	5.4436
Si	4.0639	1.3628	5.4652
Si	1.3269	4.0875	5.4558
Si	4.0878	6.8312	5.4589
Si	1.3743	9.4854	5.4295
Si	4.101	-4.1167	5.4405
Si	6.8053	-1.3695	5.4461
Si	9.5435	1.3617	5.4434
Si	6.8176	4.0689	5.4836
Si	-6.79	6.8162	5.4407
Si	6.7969	-6.7666	5.3942
Si	-6.8108	-4.0491	5.4228
Si	-4.1109	-1.3476	5.4266
Si	-1.3824	1.3561	5.4626
Si	-4.0581	4.0848	5.4071
Si	-1.3486	6.7856	5.4406
Si	-4.0812	-6.795	5.4363
Si	-1.3715	-4.0817	5.4413
Si	2.7113	-0.0143	6.8091
Si	5.4323	2.7191	6.8197
Si	2.7198	5.4444	6.7958
Si	5.4449	-8.1162	6.7943
Si	2.7321	-5.4693	6.7948
Si	5.4446	-2.7335	6.8006
Si	8.1668	0.0012	6.7965
Si	-5.4122	2.7245	6.7907
Si	-8.1427	5.4514	6.8107
Si	-5.4333	-8.1539	6.8043
Si	-8.1641	-5.4254	6.7785
Si	-5.4487	-2.7124	6.7983
Si	-2.7576	0.0092	6.8054
Si	-0.0139	2.7159	6.8172
Si	-2.7146	5.4314	6.7977
Si	0.0088	8.1473	6.7998
Si	-2.7285	-5.4367	6.8021
Si	-0.0071	-2.7302	6.8047
Si	1.3581	1.3566	8.1657
Si	4.0757	4.0876	8.1634
Si	1.3637	6.7946	8.1671
Si	4.0857	-6.7953	8.1798
Si	1.3677	-4.0919	8.1474
Si	4.0785	-1.3741	8.1595
Si	6.7987	1.352	8.1612
Si	-6.7825	4.0799	8.1553
Si	6.801	6.8183	8.1469
Si	-6.8052	-6.7896	8.1468
Si	6.8055	-4.0808	8.165
Si	-6.7999	-1.3534	8.1648
Si	-4.0857	1.3682	8.1809
Si	-1.3688	4.0747	8.1746
Si	-4.0724	6.8001	8.1571
Si	-1.3549	-6.8006	8.1495
Si	-4.0914	-4.0784	8.1572
Si	-1.3775	-1.3598	8.1483
Si	-0.0106	-0.006	9.5143
Si	2.7221	2.719	9.5205
Si	0.0022	5.4354	9.5247
Si	2.7222	-8.1625	9.5253
Si	0.0051	-5.4437	9.5115
Si	2.7163	-2.7289	9.5188
Si	5.438	-0.008	9.5187
Si	-8.1561	2.72	9.511
Si	5.4436	5.4498	9.5098
Si	-8.1598	-8.1509	9.5132
Si	5.4425	-5.431	9.5317
Si	-8.159	-2.7158	9.5247
Si	-5.4476	0.0021	9.5299
Si	-2.7211	2.7186	9.5388
Si	-5.4317	5.4395	9.5209
Si	-2.7132	-8.1578	9.5143
Si	-5.4475	-5.4366	9.5169
Si	-2.729	-2.7178	9.514
Si	1.3507	-1.3658	10.8754
Si	4.0783	1.3533	10.8781
Si	1.3677	4.0779	10.8832
Si	4.0839	-9.5224	10.8785
Si	1.3614	-6.7987	10.8802
Si	4.0794	-4.0725	10.8887
Si	6.7993	-1.3564	10.8865
Si	-6.8119	1.3575	10.8851
Si	-9.521	4.0798	10.8682
Si	-6.7991	-9.516	10.8698
Si	-9.5193	-6.7995	10.8828
Si	-6.8007	-4.0771	10.8841
Si	-4.0852	-1.3627	10.8821
Si	-1.3552	1.3547	10.8863
Si	-4.0847	4.0767	10.8916
Si	-1.359	6.7993	10.8775
Si	-4.0745	-6.7925	10.8709
Si	-1.3571	-4.075	10.8632
Si	2.7087	-0.0027	12.2363
Si	5.4441	2.7108	12.2336
Si	2.7307	5.4387	12.2418
Si	5.4377	-8.1624	12.2384
Si	2.7188	-5.4355	12.2424
Si	5.4325	-2.7035	12.2473
Si	8.1545	0.0011	12.2566
Si	-5.4496	2.7095	12.243
Si	-8.1651	5.4435	12.2267
Si	-5.4321	-8.1574	12.2244
Si	-8.1645	-5.4359	12.2398
Si	-5.4431	-2.7194	12.2491
Si	-2.7212	-0.0054	12.237
Si	0.0164	2.7109	12.2403
Si	-2.7129	5.4334	12.2386
Si	-0.0014	8.1607	12.2348
Si	-2.7164	-5.4212	12.2279
Si	-0.0051	-2.7266	12.2397
Si	1.3634	1.3517	13.6165
Si	4.0859	4.0647	13.5963
Si	1.3636	6.8024	13.5909
Si	4.079	-6.8001	13.5945
Si	1.3599	-4.0761	13.6074
Si	4.0628	-1.349	13.6096
Si	6.7883	1.3562	13.6195
Si	-6.8205	4.0715	13.5855
Si	6.7933	-9.5263	13.5964
Si	-6.792	-6.7983	13.5828
Si	6.7937	-4.0677	13.5938
Si	9.5173	-1.3616	13.6141
Si	-4.0835	1.3464	13.597
Si	-1.3426	4.0701	13.5895
Si	-4.0753	6.7992	13.5844
Si	-1.3521	9.5436	13.5805
Si	-4.0688	-4.0678	13.607
Si	-1.3661	-1.3652	13.5977
Si	-0.0054	-0.0198	14.9637
Si	2.7293	2.7161	14.9731
Si	0.0189	5.4284	14.9492
Si	2.7101	8.1722	14.9547
Si	0.0091	-5.4409	14.969
Si	2.7071	-2.7075	14.9755
Si	5.4068	0.0104	14.985
Si	8.1477	2.7245	14.9745
Si	5.4432	5.4176	14.9612
Si	8.165	-8.1584	14.9335
Si	5.4278	-5.4226	14.944
Si	8.1425	-2.7153	14.9698
Si	-5.4312	-0.0116	14.9763
Si	-2.6962	2.6933	14.9352
Si	-5.4407	5.4197	14.9212
Si	-2.7147	8.1842	14.9206
Si	-5.4359	-5.437	14.9456
Si	-2.7203	-2.7011	14.9844
O	4.9763	-5.0309	21.5613
O	6.4719	-1.0915	-1.7312
O	7.1013	3.3344	-1.0515
O	-2.798	5.8358	23.2169
O	4.797	0.2908	21.6916
O	-3.9209	-1.7017	-1.4418
O	2.9379	2.223	21.7976
O	-0.6768	0.3754	21.7962
O	-0.3757	5.5138	-0.7258
O	-8.1171	-8.1475	-0.4253
O	-5.8817	-5.4091	21.6487
O	3.6632	7.0771	-1.2834
O	-5.3887	5.7226	-3.4834
O	-1.4623	-4.8036	-3.7667
O	0.3964	-5.9122	21.7306
O	0.0367	-5.5444	-0.4803
O	4.0971	6.8667	20.8403
O	6.1952	3.8134	-3.4003
O	-5.9706	7.0234	-1.3498
O	-5.365	-5.4118	-0.3789
O	5.0439	0.4	-0.3261
O	1.601	4.133	-1.5321
O	-0.3534	-0.2413	-3.3818
O	-5.7642	6.0138	21.6304
O	6.7327	3.757	23.6508
O	-4.9348	4.4276	-1.2053
O	-1.3784	-4.1705	20.8666
O	-2.4388	-2.4505	-3.4162
O	6.1766	-6.746	-1.2175
O	-4.0289	4.1508	20.8358
O	5.4861	5.3696	-0.4292
O	-2.8961	0.1677	-2.9956
O	-4.6795	-1.4234	-4.0502
O	2.3654	-7.658	21.6271
O	-1.1299	1.8932	23.9435
O	-3.9614	-1.1985	23.8903
O	1.884	-1.3842	-3.7931
O	-1.8655	2.7094	21.4941
O	6.0153	1.1866	-3.0734
O	-2.8666	2.801	-0.4473
O	-1.3702	2.2161	-3.7108
O	4.5112	-4.6879	-0.9539
O	-3.1687	-2.5025	21.7414
O	3.0154	2.4038	-0.338
O	6.9626	-4.3334	-1.8135
O	3.2212	-4.9583	-4.8503
O	5.4484	2.7625	21.6174
O	3.1077	-8.1621	-3.5928
O	-6.3339	0.4777	-3.6872
O	4.5197	1.7346	23.9004
O	3.9414	-3.0732	-3.3426
O	-1.5588	-7.3348	-3.144
O	6.0429	5.2851	21.6002
O	8.1128	1.3138	23.7117
O	3.2616	-3.0218	21.8532
O	-1.821	-3.8925	-1.2848
O	-7.3117	-1.093	23.6048
O	-2.1355	7.3026	-1.246
O	-5.1014	-0.6936	21.5511
O	1.3065	6.6272	-2.4385
O	5.7819	-3.7312	-5.0441
O	-7.9303	-2.972	21.7757
O	5.1364	-5.519	-3.2838
O	7.3451	-7.466	-4.223
O	-2.2265	7.8015	21.5876
O	0.0439	-2.8399	-2.7676
O	3.7714	2.6312	-3.5839
O	-5.4659	-0.0399	-0.2417
O	-6.7984	1.7612	-1.3722
O	0.7559	-6.2064	-3.9456
O	1.8561	-7.3342	-1.35
O	1.0872	2.7079	-4.3628
O	-0.6185	5.7259	21.6731
O	-7.41	-5.6918	-3.0864
O	6.6788	-1.3451	20.8088
O	7.9756	3.412	21.4427
O	6.5875	-1.2447	-4.3108
O	-4.9494	-5.7303	24.0997
O	-3.977	-6.8133	20.6403
O	-1.0776	1.1358	-1.331
O	-3.3601	-6.7358	-1.2562
O	2.7211	-5.3598	22.8847
O	-3.9732	7.8289	-3.0386
O	4.7584	-3.9975	23.9062
O	-5.5799	0.8474	24.1362
O	-6.7393	1.3418	20.8529
O	1.2528	4.0622	20.8864
O	6.7954	-6.8164	20.8122
O	4.2779	-0.5558	-3.3546
O	-8.0678	2.4057	-3.4415
O	2.737	-2.7532	-0.4084
O	-7.9006	7.5646	21.6166
O	1.1877	-7.198	23.9024
O	-5.5585	3.036	-3.2985
O	-8.1419	-3.288	-3.8717
O	-6.9237	-3.6521	-1.4795
O	-5.5716	-2.9221	22.8369
O	1.3322	-1.315	21.0269
O	-3.2207	0.9517	22.7269
O	-7.4714	4.6508	-2.3864
O	-0.2959	4.6616	-3.2632
O	-0.748	7.3678	23.7071
O	-6.9461	6.5353	23.8944
O	1.0857	-0.9301	-1.2809
O	-5.7023	-7.842	22.681
O	-7.4979	-6.0984	23.6026
O	-6.4928	-8.1256	-3.626
O	2.8228	4.3977	-5.2344

Results
total energy: -82020.264 eV
total energy less fixed offsets of O -438.25, Si -107.07 eV per atom: 1.416 eV

Forces (eV/angstrom), in the order of the atoms: element, x, y, z
Si	-0.1475	0.1314	0.7098
Si	-0.0239	0.0213	0.5681
Si	-0.2695	0.1879	0.7391
Si	-0.1421	0.1157	0.7326
Si	0.117	-0.1571	0.6898
Si	0.0967	0.0148	0.7229
Si	0.2937	-0.2613	0.6922
Si	-0.3233	0.1707	0.7128
Si	0.1798	-0.0312	0.6626
Si	0.04	-0.3228	0.7107
Si	-0.025	0.2465	0.7516
Si	-0.3059	0.1803	0.7401
Si	0.3074	-0.1728	0.7299
Si	0.0946	-0.1136	0.7127
Si	-0.0826	0.1463	0.6429
Si	-0.0241	0.1903	0.7502
Si	0.0942	-0.2978	0.7441
Si	-0.0499	0.1939	0.699
Si	-0.0106	-0.0229	-0.0426
Si	0.025	0.0214	-0.0286
Si	-0.0192	-0.0002	-0.0642
Si	-0.0104	-0.0185	-0.0234
Si	-0.0107	-0.014	-0.0247
Si	0.0316	0.003	-0.0317
Si	0.007	-0.03	-0.0365
Si	0.0091	-0.0023	-0.0512
Si	-0.0071	0.037	-0.0528
Si	0.0132	0.0072	-0.05
Si	0.0176	0.0144	-0.0682
Si	0.0036	0.013	-0.0379
Si	-0.0212	0.0087	-0.0801
Si	0.0032	0.0198	-0.0205
Si	0.0057	-0.0259	-0.0456
Si	-0.0151	-0.0066	-0.0407
Si	0.0164	0.0026	-0.0271
Si	0.0146	-0.0271	-0.0745
Si	-0.0061	0.0209	0.0284
Si	0.0127	0.0263	0.0444
Si	0.0097	-0.0004	0.0245
Si	-0.0019	0.0054	0.0016
Si	0.0129	0.0151	0.0404
Si	-0.0036	-0.0231	0.0435
Si	0.0009	-0.0314	0.0389
Si	-0.0211	-0.0133	0.0188
Si	0.0325	-0.0113	0.0373
Si	-0.0214	-0.0183	0.026
Si	-0.0242	-0.0062	0.0319
Si	0.0014	0.0294	0.0281
Si	0.0056	-0.0119	0.0463
Si	-0.0326	-0.0281	0.0593
Si	0.0108	0.0175	0.0081
Si	0.0251	-0.0089	0.0186
Si	-0.0264	0.0044	0.0144
Si	0.0037	-0.0027	-0.0023
Si	0.005	-0.0281	0.0197
Si	-0.007	0.0031	-0.0114
Si	-0.0047	-0.0004	-0.0062
Si	-0.0119	-0.0222	-0.0091
Si	-0.0129	0.0201	-0.0153
Si	-0.0128	0.0024	0.0016
Si	-0.0058	-0.01	-0.0068
Si	-0.0011	0.0116	0.0152
Si	0.0299	-0.019	0.0032
Si	-0.0024	-0.0062	-0.0282
Si	0.0138	0.0198	0.0046
Si	0.0024	-0.0025	-0.007
Si	-0.0145	-0.0001	-0.0125
Si	0.0181	0	-0.0245
Si	0.0012	-0.0151	0.0072
Si	0.0014	0.0151	0.0035
Si	-0.0026	0.0022	0.0049
Si	-0.0017	0.0144	0.0232
Si	-0.0069	-0.014	0.0157
Si	-0.0037	0.0005	0.0052
Si	-0.0032	0.0038	0.0189
Si	0.0043	0.0049	0.0103
Si	0.013	0.0058	0.0075
Si	0.011	-0.0006	-0.0065
Si	-0.0077	0.0041	0.0102
Si	-0.0079	0.011	0.0208
Si	-0.0169	-0.001	-0.0023
Si	0.0192	0.0026	-0.0072
Si	0.004	-0.003	0.009
Si	-0.0063	-0.0104	-0.0017
Si	0.0021	0.0064	-0.0006
Si	-0.0098	0.0058	-0.0097
Si	0.0029	-0.0212	0.0046
Si	-0.0099	0.0002	-0.0141
Si	0.008	0.0003	0.0179
Si	0.0081	0.0095	0.0145
Si	0.0082	0.0211	-0.006
Si	-0.0083	-0.0004	-0.0166
Si	-0.0013	0.023	-0.0336
Si	-0.0162	-0.0072	-0.0399
Si	-0.01	0.0079	-0.0016
Si	0.0154	0.0121	-0.0066
Si	0.0285	0.0124	-0.0224
Si	-0.0004	-0.0189	-0.0323
Si	0.0055	-0.0058	-0.0069
Si	0.0006	-0.0005	-0.0392
Si	-0.0059	-0.0225	-0.0187
Si	0.0028	-0.0019	-0.0135
Si	0.0151	-0.0099	0.0033
Si	0.0181	0.0035	-0.0246
Si	-0.0176	0.0064	-0.0165
Si	0.0029	-0.0077	-0.0044
Si	-0.014	0.0014	-0.0417
Si	-0.0072	-0.0178	-0.0272
Si	-0.0199	-0.0191	0.0421
Si	0.025	-0.0321	0.043
Si	0.006	-0.0087	0.0608
Si	0.0145	-0.0156	0.0433
Si	-0.0057	0.0159	0.0515
Si	-0.0043	-0.0052	0.0334
Si	-0.036	0.0155	0.0371
Si	0.0128	0.0231	0.0356
Si	-0.0009	0.0021	0.0494
Si	-0.0241	-0.0009	0.0242
Si	-0.0035	0.0128	0.0385
Si	-0.0084	0.0058	0.0654
Si	-0.027	0.0362	0.0289
Si	0.0062	0.0016	0.0431
Si	0.011	-0.0045	0.0402
Si	-0.0079	0.022	0.0462
Si	0.0207	0.001	0.0589
Si	0.0142	-0.0086	0.0506
Si	-0.0902	0.1295	-0.6704
Si	0.2225	-0.1119	-0.7007
Si	-0.0417	0.2059	-0.7805
Si	-0.1493	0.122	-0.7891
Si	0.224	-0.1049	-0.7505
Si	0.0624	-0.1769	-0.7039
Si	-0.0904	0.2504	-0.6802
Si	-0.1233	-0.0307	-0.6973
Si	0.0287	-0.2443	-0.7455
Si	0.1962	-0.0874	-0.7142
Si	-0.0909	0.1043	-0.7111
Si	0.1954	-0.1533	-0.7558
Si	0.1429	-0.0342	-0.7185
Si	-0.0185	-0.244	-0.6403
Si	-0.1641	0.116	-0.7393
Si	0.1234	-0.2169	-0.7625
Si	-0.1675	0.2145	-0.7029
Si	-0.1644	0.1872	-0.7924
Si	-0.0011	0.0161	-0.1913
Si	0.0822	-0.0147	-0.0287
Si	-0.0022	-0.1372	0.0657
Si	0.0904	0.0086	0.0425
Si	-0.0149	0.0139	0.0983
Si	0.117	0.1654	0.0044
Si	0.0265	-0.0949	-0.0358
Si	0.0379	-0.0399	0.1608
Si	-0.0668	0.0252	-0.1307
Si	0.0208	0.0457	0.0042
Si	0.0313	-0.0158	-0.0098
Si	-0.023	0.0927	0.047
Si	0.003	-0.0091	0.0628
Si	0.0253	-0.111	-0.0432
Si	0.0586	-0.0276	0.0019
Si	0.1094	-0.1175	0.0738
Si	0.0433	-0.0196	-0.1132
Si	0.0408	0.0852	-0.114
Si	0.0764	-0.024	-0.0352
Si	-0.0465	0.0564	0.1244
Si	-0.0323	0.029	-0.1577
Si	-0.0647	-0.0017	0.198
Si	0.1658	-0.0432	0.0552
Si	-0.0373	-0.0514	0.1072
Si	-0.0372	0.0573	-0.1236
Si	-0.0486	-0.0479	-0.0174
Si	-0.018	0.0831	-0.0349
Si	-0.0073	0.1059	0.1714
Si	-0.1112	-0.1151	0.0931
Si	-0.1012	0.0322	0.1295
Si	-0.1011	0.0398	0.0126
Si	0.0349	0.0769	-0.1728
Si	0.0286	0.0957	-0.0335
Si	-0.0753	-0.0205	0.0206
Si	0.0166	0.0673	-0.0598
Si	0.0564	-0.05	0.129
Si	0.0102	0.0092	0.0134
Si	0.0033	-0.0041	0.0292
Si	-0.0043	-0.0102	0.0028
Si	-0.0001	0.009	0.0003
Si	0.0097	-0.0135	-0.0014
Si	0.0065	-0.0112	-0.0008
Si	0.0064	0.0047	0.0092
Si	-0.0028	-0.01	0.0101
Si	-0.0153	-0.0081	0.022
Si	-0.0078	-0.0006	0.0128
Si	0.0056	0.0185	-0.0095
Si	0.0044	0.0156	0.0145
Si	-0.0071	0.0215	0.0139
Si	-0.0144	0.0066	0.0154
Si	-0.0029	-0.0074	-0.0038
Si	0.0099	-0.001	0.0123
Si	-0.0063	-0.0104	0.0039
Si	-0.0016	-0.0052	0.0132
Si	0.0037	-0.0001	-0.0032
Si	0.0031	0.0017	0.0017
Si	0.0064	-0.004	-0.0069
Si	-0.0133	0.0063	-0.0014
Si	0.0099	0.0008	-0.002
Si	-0.0093	-0.0068	-0.0019
Si	-0.0014	0.0115	0.004
Si	0.009	-0.0059	-0.0026
Si	-0.0014	-0.0052	-0.0059
Si	0.0069	0.002	0.0014
Si	0.0047	0.0007	-0.0038
Si	0.0011	-0.0037	0.0019
Si	-0.0154	0.0086	-0.0017
Si	-0.0011	-0.0084	0.002
Si	0.0103	0.0006	-0.0035
Si	-0.0139	0.0041	0.0013
Si	-0.0139	0.0065	0.0042
Si	0.0024	-0.0029	0
Si	0.0049	0.0075	-0.0034
Si	0.0062	-0.0085	0.0009
Si	-0.0026	0.0097	-0.0069
Si	0.0012	0.0078	0.0036
Si	0.0026	-0.0039	-0.0033
Si	-0.002	0.0002	0.0005
Si	-0.0182	-0.0086	-0.0031
Si	-0.0008	0.0097	-0.0093
Si	0.0027	-0.01	-0.0031
Si	-0.0033	-0.0008	-0.0012
Si	-0.0007	0.0013	-0.0029
Si	0.0152	0.0093	-0.0034
Si	0.0086	0.0033	0.0088
Si	-0.0094	-0.0069	0.0026
Si	-0.0011	0.0025	-0.0044
Si	0.0108	-0.0004	-0.0077
Si	-0.0115	-0.0099	-0.0027
Si	-0.0128	0.0024	-0.0172
Si	-0.0016	0.0032	-0.0078
Si	0.0058	0.008	0.0023
Si	0.0034	-0.0085	-0.0052
Si	0.0105	-0.0095	0.003
Si	-0.0092	-0.0008	-0.003
Si	0.0067	-0.0023	-0.0008
Si	0.0104	0.0007	-0.0005
Si	0.003	-0.0093	-0.0056
Si	-0.0198	0.0103	-0.0036
Si	-0.0019	0.0113	-0.0056
Si	-0.0038	-0.0013	0.0067
Si	0.0013	0.0032	-0.0015
Si	-0.0129	0.0067	0.0011
Si	-0.005	-0.0007	0.0054
Si	0.01	-0.01	-0.0002
Si	-0.0014	-0.001	-0.0025
Si	0.0028	0.0035	0.0058
Si	0.0004	-0.0011	-0.0058
Si	-0.0017	-0.0029	-0.0034
Si	0.0021	-0.0045	-0.0007
Si	-0.0039	-0.0103	0.0042
Si	0.0016	-0.0019	0.0028
Si	0.0033	0.0025	-0.0006
Si	0.0067	0.0026	0.0049
Si	-0.0092	-0.0018	0.0008
Si	0.008	-0.0057	0.0013
Si	0.0002	0.0082	-0.0066
Si	-0.005	-0.0003	-0.0048
Si	-0.003	-0.0032	-0.0009
Si	0.0016	-0.0066	-0.0001
Si	-0.0003	0.0099	-0.0007
Si	-0.0069	0.0112	-0.0001
Si	0.007	0.0009	0.0033
Si	0	0.0047	-0.004
Si	-0.005	-0.0023	-0.005
Si	-0.0026	0.0013	-0.007
Si	-0.0021	0.0003	0.0039
Si	-0.0042	-0.0012	0.0035
Si	0.0126	0.0071	-0.0032
Si	0.0007	-0.002	-0.0024
Si	0.0013	-0.0011	0.0081
Si	0.0064	0.0057	0.0028
Si	-0.0008	0.0108	-0.0022
Si	-0.0128	-0.0018	-0.0033
Si	0.004	0.002	0.0045
Si	0.0073	0.0061	0.0009
Si	-0.0086	-0.0042	0.0021
Si	0.0016	-0.0016	0.0071
Si	0.0025	-0.0011	0.0026
Si	0.0092	0.0078	0.002
Si	-0.0138	-0.0119	0.0034
Si	-0.0063	-0.0112	0.0039
Si	0.0107	0.0055	-0.0033
Si	-0.0115	-0.0039	0.0009
Si	-0.0055	0.0054	-0.0047
Si	0.002	0.0052	0.0029
Si	-0.0031	0.0021	0.0047
Si	0.0074	-0.0011	-0.0051
Si	0.0035	0.0039	0.0007
Si	0.0088	-0.0033	-0.0066
Si	-0.0029	-0.0025	0.0083
Si	0.0057	-0.0093	-0.0024
Si	-0.0085	0.0038	-0.0002
Si	0.0037	0.0024	-0.0023
Si	-0.0074	-0.003	-0.0023
Si	-0.0031	-0.0001	0.0027
Si	-0.0022	0.004	0.0003
Si	0.0011	-0.0135	-0.0046
Si	0.005	-0.0016	0.0001
Si	-0.0088	-0.0023	-0.0073
Si	-0.0015	-0.0027	-0.0024
Si	-0.0002	0.008	0.0035
Si	-0.0004	0.0022	-0.0104
Si	0.0133	-0.0169	-0.0053
Si	0.0104	-0.0012	-0.0098
Si	-0.0024	0.001	-0.0065
Si	-0.0093	-0.0098	-0.0016
Si	-0.0034	0.0008	-0.0049
Si	-0.0114	0.0106	-0.0106
Si	0.0022	0.0172	-0.0026
Si	0.0108	-0.0098	-0.0063
Si	-0.0061	0.005	-0.0061
Si	-0.0001	-0.0031	-0.0157
Si	-0.0022	-0.0019	-0.0066
Si	0.0133	0.0035	-0.0027
Si	0.0024	0.007	-0.019
Si	-0.0043	0.0004	-0.0126
Si	-0.0102	0.0056	-0.0126
Si	0.0109	-0.0062	-0.006
Si	-0.0077	0.0032	0.0028
O	0.0406	-0.0241	0.3182
O	0.1677	-0.1268	-0.1593
O	0.1334	-0.3844	-0.0088
O	-0.0411	-0.5131	-0.1251
O	-0.1786	-0.4304	0.1842
O	0.1255	-0.3268	-0.2232
O	-0.4075	-0.2379	0.5291
O	-0.1192	-0.0316	0.4882
O	-0.0001	-0.2604	0.175
O	-0.2438	0.0756	-0.2488
O	-0.368	0.4791	0.2429
O	0.0668	-0.0763	-0.4296
O	0.1881	-0.0032	-0.4401
O	-0.3958	0.3443	-0.467
O	-0.4096	-0.2426	0.4753
O	-0.0374	-0.0929	-0.4138
O	-0.0086	-0.0403	0.5281
O	-0.125	0.4488	-0.1323
O	0.1915	-0.1422	0.0417
O	0.1465	-0.1171	-0.5452
O	-0.1603	-0.0011	-0.3586
O	0.2495	-0.1864	-0.7253
O	0.0169	-0.0464	-0.4623
O	0.0737	-0.0899	0.281
O	-0.2622	0.2886	0.3197
O	-0.2542	0.0724	-0.177
O	0.086	0.1108	0.3149
O	-0.0068	-0.0258	-0.5914
O	0.0454	-0.2874	-0.5988
O	-0.0836	0.006	0.4523
O	-0.1115	0.0253	-0.2588
O	-0.334	0.3619	-0.1401
O	-0.2232	-0.6442	-0.0575
O	-0.077	-0.1105	0.3838
O	0.5945	0.4265	0.123
O	0.2452	-0.4076	0.5094
O	-0.0865	0.2338	-0.2942
O	0.4863	0.3817	0.1647
O	0.2649	0.1094	0.4062
O	-0.0187	0.0457	-0.251
O	-0.3471	0.0686	-0.0385
O	-0.0989	-0.2667	-0.3372
O	0.2798	0.265	0.5238
O	0.0251	0.0012	-0.3411
O	0.1139	0.5264	0.447
O	0.0127	0.0807	-0.0251
O	-0.0285	-0.0268	-0.5499
O	0.0898	-0.0394	-0.0987
O	-0.3811	-0.4719	0.1524
O	-0.297	-0.0441	-0.0864
O	0.1705	-0.1105	0.3295
O	0.3232	-0.1827	0.1004
O	0.314	0.1065	0.2469
O	-0.2673	0.0603	-0.3991
O	0.2176	0.0914	0.2467
O	-0.3177	-0.0484	-0.1805
O	-0.3354	0.1078	0.1062
O	-0.2934	0.0033	0.0359
O	-0.0016	-0.1226	0.2157
O	-0.03	0.2264	-0.5381
O	0.1182	-0.166	-0.4165
O	-0.0888	-0.3391	0.159
O	0.165	-0.6353	-0.3133
O	-0.4137	-0.1388	0.5109
O	0.353	0.2104	0.2517
O	0.4124	-0.3907	-0.0786
O	-0.1876	-0.0832	0.489
O	-0.2865	0.114	-0.3236
O	-0.2065	0.0183	-0.2379
O	0.3601	0.0331	0.5824
O	0.0191	0.145	-0.247
O	-0.0892	-0.3877	0.2493
O	-0.1751	-0.2854	0.2686
O	0.2746	-0.1373	-0.0189
O	-0.0216	0.0168	0.4097
O	0.3575	0.256	0.1249
O	0.1349	0.2373	-0.3293
O	0.4477	-0.0237	-0.1304
O	-0.0168	0.017	0.3433
O	0.4997	0.0169	0.1137
O	0.3138	0.3026	-0.1433
O	-0.1818	0.1607	0.463
O	0.2161	-0.2018	-0.506
O	0.2347	0.5072	-0.0288
O	-0.1268	0.6903	-0.1462
O	-0.0292	0.0525	0.4134
O	-0.0062	0.0287	0.4192
O	0.0796	-0.0066	0.3804
O	-0.3902	0.5264	0.0838
O	-0.3062	-0.3551	-0.5656
O	-0.0538	-0.1803	-0.4273
O	-0.3302	-0.3043	0.1638
O	0.1403	0.0829	0.2215
O	0.6767	0.069	-0.2576
O	0.4585	0.0387	-0.1014
O	0.2793	0.2868	-0.2251
O	0.0939	-0.7383	-0.1037
O	-0.1331	0.2502	0.2264
O	-0.5226	0.2456	-0.2482
O	0.0285	0.2428	0.2064
O	-0.2208	0.431	-0.3171
O	-0.1869	0.0186	0.2063
O	0.0769	-0.2131	-0.0906
O	0.0932	0.575	-0.1656
O	0.4954	-0.0008	-0.0809
O	-0.4736	-0.206	-0.0594
O	-0.1371	0.0699	-0.033
O	-0.1438	0.3761	0.2264
